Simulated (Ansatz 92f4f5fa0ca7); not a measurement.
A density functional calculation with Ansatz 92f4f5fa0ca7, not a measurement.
Periodic cell of 254 atoms, Si144O106N4, from a study of silicon, its oxide and their interface. The atomic structure is a simulated model.
Doubt: the cutoff is far below the 930 eV that the study's wrapper takes by default for these files, so forces and energies are approximate.
This geometry differs little from another in the collection (a relaxation step or a small displacement).

Settings
functional: PBE
potential files: Ansatz PAW
basis: plane waves
wave-function cutoff: 580 eV
density cutoff ratio: 5
exchange-correlation grid ratio: 1
k mesh: 1 x 1 x 1, Gamma-centred
self-consistency stop: 5e-08 eV per atom in the density residual
occupations: fixed
spin: none
net charge: 0

Cell vectors (angstrom)
a  10.938  0  0
b  0  10.938  0
c  -2.638  -4.898  35.3042

Atoms and the computed forces on them: element, x, y, z (angstrom), force x, y, z (eV/angstrom)
Si  -1.4052  -6.0314  28.0124  -0.002  -0.0035  -0.0023
Si  1.6304  -3.9386  27.8999  -0.0014  0.007  -0.0018
Si  -1.5861  -0.7177  27.9315  0.0007  -0.0006  -0.004
Si  1.5949  -9.455  27.5482  -0.0023  0.0019  -0.0023
Si  -6.9517  -6.0877  27.9057  0.0027  -0.0028  0.0002
Si  -3.6652  -3.7265  27.9697  -0.0039  -0.0012  -0.0053
Si  3.9532  -0.6935  27.7041  0.0019  -0.004  0.0003
Si  -3.8122  -9.3777  27.7389  -0.0012  -0.0004  -0.0031
Si  0.1243  -4.9515  29.3824  0  0.0008  0.0016
Si  2.7781  -2.2163  29.0671  -0.0002  -0.0012  0.0004
Si  0.0932  -10.4612  29.0752  -0.0007  0.0004  0.0015
Si  2.7427  -7.7637  28.9922  0.0011  0  0.0002
Si  -5.3782  -4.8865  29.1491  0.0006  0.0005  0.001
Si  -2.6575  -2.1836  29.3829  0.0001  0.0014  0.0025
Si  5.5198  0.4832  29.0884  -0.001  0.0014  -0.0002
Si  -2.6481  -7.7404  29.048  0.0008  0.0011  0.0006
Si  -1.2344  -3.5322  30.6323  -0.0002  -0.0011  -0.0006
Si  1.4662  -0.8323  30.4917  0.0004  -0.0002  -0.0018
Si  -1.2424  -9.0294  30.4699  0  -0.0002  -0.0015
Si  1.5267  -6.3794  30.5477  -0.0004  -0.0007  -0.0003
Si  4.1946  -3.5107  30.4999  -0.0001  0.0003  -0.0017
Si  6.8738  -0.777  30.5742  0.0001  -0.0009  -0.0005
Si  4.1843  1.9197  30.4529  -0.0004  -0.0015  -0.0003
Si  -3.982  -6.3013  30.4728  0.0005  0.0001  -0.0012
Si  -2.638  -4.898  31.886  -0.118  -0.3703  0.1373
Si  0.0965  -2.1635  31.886  0.3775  0.335  0.5625
Si  -2.638  -10.367  31.886  0.0729  0.1345  -0.0703
Si  0.0965  -7.6325  31.886  -0.0727  -0.3648  0.098
Si  2.831  -4.898  31.886  0.2272  -0.1788  -0.1287
Si  5.5655  -2.1635  31.886  -0.3556  -0.0258  0.3303
Si  2.831  0.571  31.886  0.0031  -0.1094  -0.3149
Si  5.5655  -7.6325  31.886  -0.0937  -0.0448  -0.3981
Si  1.3673  -1.3673  3.418  -0.002  0.3676  0.3507
Si  4.1018  1.3673  3.418  -0.0872  -0.12  0.0755
Si  1.3673  4.1018  3.418  -0.4376  -0.1242  -0.612
Si  4.1018  -4.1018  3.418  0.2301  0.6414  -0.4025
Si  6.8362  -1.3673  3.418  -0.0029  -0.1931  0.1482
Si  -1.3673  1.3673  3.418  0.2627  -0.1758  0.0365
Si  6.8362  4.1018  3.418  0.1917  0.088  0.0304
Si  -1.3673  -4.1018  3.418  -0.2165  0.0611  0.2765
Si  2.7375  0.055  4.8591  0.0013  0.0036  0.0044
Si  5.4824  2.732  4.7607  0.0059  -0.0013  0.0005
Si  2.5603  5.6537  4.6273  0.0037  0  -0.0014
Si  5.5206  -2.7764  4.8423  0.0035  0.0008  0.0027
Si  -2.7998  0.0684  4.7876  0.0003  0.0058  0.0005
Si  0.1276  2.6452  4.7837  0.0059  0.005  0.0037
Si  8.1973  5.466  4.8328  0.0032  0.0062  0.0028
Si  -0.0672  -2.6542  4.7962  0.0035  -0.0002  0.0001
Si  1.5839  1.5253  6.3937  -0.0058  0.0043  0.0018
Si  4.057  4.3188  5.7046  -0.015  -0.004  0.0092
Si  1.3704  -3.927  6.1613  -0.0068  -0.0034  0.0029
Si  4.2283  -1.2423  6.1468  -0.0046  -0.0025  0.0015
Si  -4.0764  1.4757  6.2612  0.0007  -0.0037  0.0033
Si  -1.2572  4.0464  6.0108  -0.0037  -0.0117  -0.0004
Si  6.8235  -4.1959  6.3604  -0.0065  -0.0051  -0.0038
Si  -1.418  -1.2546  6.1649  -0.0066  -0.0076  -0.0089
Si  -0.1887  0.3396  7.474  0.0151  0.0135  0.0102
Si  2.8989  3.6155  7.5523  0.0242  -0.0088  -0.0212
Si  0.2624  -5.6692  7.2712  -0.0008  0.0095  -0.0014
Si  3.0613  -2.7849  7.4142  0.0052  0.0035  -0.0029
Si  5.716  -0.076  7.6468  0.0019  0.0064  -0.0059
Si  -2.3935  2.6191  7.5  -0.0012  0.0035  -0.0069
Si  4.8999  5.5923  7.4276  0.0104  0.002  0.0043
Si  -3.0084  -2.439  7.5402  -0.0035  0.0032  0.0126
Si  -1.2708  -6.2653  33.2532  -0.0704  -0.0105  -0.0073
Si  1.4637  -3.5308  33.2532  -0.0742  0.0223  0.0002
Si  -1.2708  -11.7343  33.2532  0.0224  0.0042  0.0027
Si  1.4637  -8.9998  33.2532  -0.1364  -0.0553  -0.0111
Si  4.1982  -6.2653  33.2532  0.0326  0.0931  -0.0131
Si  6.9327  -3.5308  33.2532  -0.0883  -0.0686  -0.0268
Si  4.1982  -0.7963  33.2532  -0.0192  -0.0653  0.0074
Si  6.9327  1.9382  33.2532  0.0453  0.0147  -0.0252
Si  0.0965  -4.898  34.6205  0.0701  -0.0058  -0.032
Si  2.831  -2.1635  34.6205  0.0328  0.0393  -0.0115
Si  0.0965  -10.367  34.6205  0.0326  -0.0063  0.0042
Si  2.831  -7.6325  34.6205  -0.0142  -0.0181  -0.0269
Si  5.5655  -4.898  34.6205  0.0356  -0.032  0.0078
Si  -2.638  -2.1635  34.6205  0.0411  0.0238  -0.0298
Si  5.5655  0.571  34.6205  -0.017  -0.0654  -0.0373
Si  -2.638  -7.6325  34.6205  -0.0178  0.0292  -0.0154
Si  1.3673  1.3673  0.6835  -0.0555  0.0036  0.0426
Si  4.1018  4.1018  0.6835  -0.0512  -0.0682  -0.0041
Si  1.3673  -4.1018  0.6835  -0.0199  0.0063  0.0516
Si  4.1018  -1.3673  0.6835  -0.0979  0.0884  -0.0263
Si  6.8362  1.3673  0.6835  0.0384  -0.0469  0.0572
Si  -1.3673  4.1018  0.6835  -0.0656  0.0832  -0.0333
Si  6.8362  -4.1018  0.6835  0.0141  0.0421  0.0351
Si  9.5708  -1.3673  0.6835  0.0736  -0.0228  -0.0103
Si  0  0  2.0507  -0.0724  -0.0414  -0.0057
Si  2.7345  2.7345  2.0507  0.1543  0.1761  0.0067
Si  0  -5.469  2.0507  -0.0797  -0.2319  -0.034
Si  2.7345  -2.7345  2.0507  0.2424  0.1396  -0.0369
Si  5.469  0  2.0507  -0.1053  -0.1201  0.019
Si  8.2035  2.7345  2.0507  0.1658  0.1634  0.0161
Si  5.469  5.469  2.0507  -0.0269  -0.0404  0.0301
Si  8.2035  -2.7345  2.0507  0.0567  0.0882  0.0113
Si  -4.2273  -4.8283  18.605  -0.0009  -0.0009  0.0002
Si  0.8065  -0.5019  12.2847  -0.0006  0.0001  0.0012
Si  -0.7837  2.2078  11.8983  -0.0009  -0.0007  0.0004
Si  2.7792  5.9839  21.5408  0.0003  -0.0007  -0.001
Si  4.4075  0.0424  15.2242  0  -0.0004  0.0012
Si  -6.3729  -6.5774  24.8934  0.0005  -0.0005  -0.0004
Si  6.0488  -9.19  24.7118  -0.0003  0.0005  -0.0001
Si  -0.1488  -9.7441  17.3144  -0.0008  -0.001  0.001
Si  -1.0367  3.1304  14.9776  -0.0001  -0.0003  0.0007
Si  5.2221  1.3593  10.5782  0.0008  -0.0004  0.0015
Si  -2.2072  -2.5597  25.691  -0.0003  0.0001  -0.0007
Si  -3.0976  0.4893  11.5004  0.0004  0.0004  0.0009
Si  2.0194  -0.785  17.0711  -0.0006  0.0004  0.0008
Si  1.1457  -1.6949  9.4772  -0.0009  0.0012  0.0021
Si  1.6396  -6.4288  23.7017  0.0001  -0.0004  -0.0007
Si  -3.9699  -5.5187  23.3641  -0.0008  -0.0001  -0.0008
Si  -2.6918  -11.8366  20.922  -0.0013  -0.0007  -0.0008
Si  4.5914  4.3094  10.2995  -0.0011  0.0001  -0.0036
Si  -5.4625  -17.4158  20.9146  -0.0014  0.0002  -0.0013
Si  -2.3238  -7.9402  23.7124  -0.0001  -0.0008  0.0001
Si  2.1993  7.1999  15.9197  -0.0003  -0.0009  0.0006
Si  4.8759  -3.0504  14.4922  -0.0001  0.0001  0.0011
Si  0.2379  -0.4758  22.2427  -0.0001  0.0002  -0.0011
Si  -1.7755  -1.5009  13.1586  -0.0005  0.0001  0.0006
Si  5.9894  -4.0589  11.7847  0.0004  -0.0008  0.0015
Si  -6.7988  -8.8978  19.7877  -0.0014  0.0003  -0.0007
Si  2.5457  -11.4009  20.2724  -0.0002  -0.0005  -0.0006
Si  -1.0155  -3.9487  9.4197  0.0004  0.0005  0.0024
Si  -2.5347  -5.8006  16.5214  -0.0003  -0.0009  0.0006
Si  8.8263  -5.1755  12.0416  -0.0011  -0.002  0.0011
Si  1.3031  -7.8624  19.2121  0.0006  -0.0004  0.0009
Si  3.1454  1.2365  12.8207  0.0004  -0.0003  0.0007
Si  -3.1173  -2.9953  15.6247  -0.0004  -0.0004  0.0011
Si  -1.284  -5.1211  19.0742  -0.0004  -0.0002  -0.0003
Si  -8.3756  -13.1014  22.6481  0.0001  -0.0006  -0.0008
Si  1.8127  -7.146  11.9706  -0.0008  0.0004  0.0012
Si  -3.0446  -2.1852  10.4937  0.0001  0.0006  0.0018
Si  7.1247  -2.4021  23.3321  -0.0005  -0.0005  -0.0003
Si  -3.9436  -1.9848  18.3773  -0.0004  -0.0001  0.0006
Si  0.2849  -9.0894  24.5416  -0.0006  0.0004  -0.0004
Si  -1.1718  -7.4755  20.7711  -0.0001  -0.0004  -0.0006
Si  0.4027  5.4696  14.002  -0.0009  0.0001  0.0009
Si  4.6986  -12.0964  24.674  0.0004  -0.0011  0.0002
Si  -5.0497  -10.1795  17.6694  -0.0004  -0.0006  0.0005
Si  7.5849  3.2258  10.4491  0.0009  0.0005  0.0004
Si  1.4529  -4.7918  18.7394  -0.0007  -0.0001  0.0003
Si  -2.5829  1.4848  19.1449  -0.0005  -0.0006  -0.0001
Si  -0.1378  -4.8014  25.6597  -0.0001  0.001  0.0001
N  4.2544  4.352  8.5828  0.0036  0.0009  0.0006
O  -1.0962  -5.2475  13.3269  0  -0.0001  -0.0002
O  1.0133  6.6883  14.9026  -0.0001  -0.0003  -0.0006
O  -2.8064  -6.4178  24.1  -0.0003  -0.0002  0.0001
O  -2.6389  -4.9847  27.734  0.0009  0  0
O  0.3628  -0.4273  8.828  -0.0027  -0.0012  -0.0048
O  -3.0683  0.6181  20.4439  0.0001  -0.0007  -0.0002
O  1.4968  -5.7893  12.8216  0  -0.0002  -0.0012
O  -2.6493  -10.501  27.4162  0.0004  -0.001  -0.0007
O  1.0863  4.5762  18.6904  -0.0004  -0.0007  -0.0008
O  3.1504  0.0768  16.2686  -0.0007  -0.0005  -0.0001
O  2.8854  0.4922  27.2701  -0.0011  -0.001  -0.0009
O  0.8625  -3.7577  26.4485  -0.0003  -0.0007  0.0003
O  1.4785  4.373  7.9886  -0.013  0.0004  0.0107
O  -1.3104  1.4543  7.9901  -0.0002  -0.0019  0.001
O  2.1345  -0.0183  13.0748  0.0001  -0.0004  0.0001
O  5.9538  -0.7217  18.3752  -0.0003  -0.0004  -0.0003
N  -2.3453  1.9704  11.1132  -0.0002  0.0001  -0.0002
O  0.1925  0.5652  23.5166  0.0002  -0.0008  -0.0001
O  -2.3214  -7.9577  19.7118  -0.0003  -0.0003  -0.0003
O  5.2208  -8.075  20.6897  -0.0009  0.0002  -0.0003
O  -2.763  -4.4684  19.2491  -0.0005  -0.0006  -0.0009
O  -10.9753  -10.1726  11.7167  -0.0003  0  -0.0007
O  2.2433  -4.5182  17.3514  -0.0001  -0.0002  -0.0014
O  -1.582  -7.9066  22.2666  0.0001  -0.0007  -0.0005
O  6.2259  0.6222  11.6267  -0.0011  -0.0002  -0.0005
O  -1.0369  -5.8783  20.5088  -0.0002  -0.0007  0
O  -2.3597  -2.1416  14.4941  -0.0005  -0.0004  0.0002
O  2.5842  -1.9458  8.7605  0.0002  -0.0004  -0.0007
O  -3.5918  -8.9757  23.7379  -0.0003  -0.0003  -0.0005
O  -3.7773  -1.5097  21.9749  -0.0001  -0.0002  -0.0002
O  5.2065  0.6342  9.0832  -0.0008  -0.0016  0.0006
O  6.7481  -1.3403  7.97  0.0035  -0.0049  -0.0003
O  4.0958  -3.9713  7.912  -0.0024  0.0002  0.0003
O  -4.0247  -16.5877  17.195  -0.0008  0.0001  0.0001
O  1.926  -2.2094  16.3307  -0.0004  -0.0006  -0.0009
O  -1.2183  -1.5867  26.5657  0.0003  0.0012  0.0014
O  -10.6824  -8.1876  20.42  -0.0002  -0.0002  -0.0004
O  3.2871  -1.3498  23.8712  -0.0004  -0.0003  -0.0002
O  -1.43  -6.0504  17.7129  -0.0003  -0.0004  -0.0005
O  2.3611  -4.4372  20.0493  0  -0.0003  0.0008
O  0.5315  -0.1863  16.8311  0.0005  -0.0002  -0.0008
O  -1.2307  -11.8006  21.6467  -0.0004  -0.0004  -0.0002
O  1.0574  -8.858  17.9587  -0.0005  -0.0007  -0.0009
O  -1.4229  -3.9082  25.2416  0  -0.0004  0
O  -1.2434  -10.0864  18.4682  0.0004  -0.0003  -0.0011
O  -3.1177  -2.0755  16.9714  -0.0001  -0.001  -0.0009
O  -2.8249  -1.7933  19.559  -0.0002  -0.0005  0.0005
O  -3.6057  -2.9453  26.4976  -0.0001  -0.0008  0.0022
O  -2.4099  3.9216  15.4399  -0.0008  -0.0003  -0.0006
O  1.1436  -10.8823  20.9665  -0.001  -0.0004  0.0003
O  2.359  -11.7812  18.6854  -0.0006  -0.0002  -0.0006
O  0.3471  -3.0869  9.2596  -0.0016  -0.0014  -0.0014
O  0.8951  -9.3377  26.0485  -0.0009  -0.0001  0.0005
O  -8.6288  -8.3163  12.9995  -0.0003  -0.0005  0.0002
O  4.4917  -1.3665  26.2897  0  0.0004  -0.0004
O  6.2906  -3.3819  15.2211  -0.0001  -0.0001  -0.0008
O  2.8435  -7.9345  19.6796  0.0008  -0.0012  -0.001
O  3.6576  -3.8749  15.1972  -0.0005  -0.0005  -0.0006
O  -4.8872  -14.2697  18.4985  -0.0004  -0.0011  -0.0007
O  -11.0957  -12.2794  13.2972  -0.0002  -0.0004  0
O  1.7226  -6.0602  22.1121  -0.0004  -0.0004  -0.0005
N  -2.3943  -2.9729  9.106  -0.0003  -0.0003  -0.0054
O  7.3953  -4.5127  12.5186  -0.0011  0.0002  -0.0008
O  2.8564  -4.9631  27.5049  -0.0016  -0.0015  -0.0012
O  -7.8784  -6.185  24.4561  -0.0011  -0.0008  -0.0001
O  -5.2293  -10.3822  16.0663  -0.0004  -0.0008  -0.0007
O  5.2835  -5.2408  10.8795  -0.0012  -0.0014  -0.0021
O  4.6862  -6.5982  26.5143  0  -0.0003  -0.0002
O  -2.2363  -4.3504  15.8293  -0.0002  0.0006  -0.0012
O  3.083  -6.8677  10.9629  -0.0002  -0.0002  -0.0004
O  -6.7146  -5.6779  21.5436  0.0005  -0.0004  -0.0014
O  -1.1392  2.5476  13.4621  -0.0001  -0.0006  -0.0011
O  0.2163  4.1895  15.0107  0.0001  -0.0006  -0.0008
O  -1.221  -8.4929  24.7787  -0.0005  -0.0003  -0.0005
O  1.325  -1.4306  11.0604  0.0003  -0.0011  -0.0018
O  7.9115  3.3688  8.8373  0.0006  -0.0009  -0.0002
O  -0.0323  6.8695  18.8561  -0.0005  -0.0005  -0.0004
O  -0.8588  -5.1784  8.3784  0.0025  -0.0009  -0.0027
O  -1.1277  -4.5625  10.9038  0.0014  0.0005  -0.0018
O  -2.6665  -1.7965  24.3303  -0.0002  -0.0003  -0.0001
O  6.3968  -2.7868  10.8176  -0.0006  -0.0004  -0.0011
O  1.2355  -7.9908  23.8134  -0.0005  -0.0008  0.0002
O  2.8399  -3.7605  22.6584  -0.0004  -0.0003  -0.0001
O  7.4119  -3.9873  23.0477  -0.0004  0  -0.0004
O  -9.9782  -12.7842  22.7859  -0.0003  -0.0009  0.0004
O  5.7841  -5.7951  19.4852  -0.0002  -0.0014  0.0007
O  -5.2671  -2.2949  24.0432  -0.0004  -0.0001  0
O  -7.2366  -10.2776  20.5073  -0.0001  0.0004  -0.0007
O  -4.2215  -6.2963  21.9445  -0.0003  -0.0003  -0.0004
O  -0.8002  -9.0226  16.0186  -0.0005  -0.0005  -0.0006
O  -5.3036  -5.4959  24.3026  0  -0.0006  -0.0003
O  -0.5673  -6.1056  26.5792  -0.0001  -0.0006  0.0013
O  5.371  0.305  24.4287  -0.0003  -0.0005  -0.0003
O  0.5346  -5.4235  24.3328  0.0003  -0.001  -0.0009
O  0.3458  3.2986  11.3284  -0.0001  -0.0003  -0.0008
O  -3.6741  -9.3663  17.9512  0  -0.0005  -0.0004
O  3.7501  1.2159  11.2857  -0.0004  -0.0007  -0.0003
N  5.7975  3.0245  10.5738  -0.0026  0.0011  -0.0009
O  -2.0887  -2.397  11.8275  -0.0007  -0.0009  -0.0012
O  -2.7279  4.4527  11.297  -0.0002  -0.0005  -0.0003
O  3.0783  -12.6578  21.156  -0.0007  -0.0005  -0.0001
O  -6.2442  1.6638  18.3047  -0.001  -0.0003  0.0009
O  -2.5287  -0.0704  12.9219  0.0001  -0.0002  -0.0008
O  4.9208  -8.0702  24.3433  -0.0002  -0.0004  0.0003
O  4.2504  1.1137  14.0009  -0.0003  -0.0002  -0.0011
O  4.9564  -3.5461  12.9331  -0.0003  -0.0011  -0.0009
O  -6.3226  -12.3811  14.5852  -0.0002  -0.0005  -0.0012
O  -4.4427  -8.973  26.2736  0.0006  -0.0007  0.002
O  -2.93  -0.5773  10.2685  0.0001  0.0001  -0.0022

Results
free energy: -153371.431 eV
free energy less fixed offsets of N -385.13, O -568.88, Si -635.61 eV per atom: -1.791 eV

The program warned: the cutoff lies below the one the program advises for these potential files; the forces do not sum to zero within the program's tolerance; the exchange-correlation potential is rough where the density is thin.
